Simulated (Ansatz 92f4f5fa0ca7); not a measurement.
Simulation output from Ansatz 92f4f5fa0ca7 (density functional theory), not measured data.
Periodic cell of 222 atoms, Si134O80N8, from a study of silicon, its oxide and their interface. The atomic structure is a simulated model.
Doubt: the cutoff is far below the 930 eV that the study's wrapper takes by default for these files, so forces and energies are approximate.

Settings
functional: PBE
potential files: Ansatz PAW
basis: plane waves
wave-function cutoff: 580 eV
density cutoff ratio: 5
exchange-correlation grid ratio: 1
k mesh: 1 x 1 x 1, Gamma-centred
self-consistency stop: 5e-08 eV per atom in the density residual
occupations: fixed
spin: none
net charge: 0

Cell vectors (angstrom)
a 10.938 0 0
b 0 10.938 0
c 0 0 31.5557

Atoms: element, x, y, z (angstrom)
Si 0.3052 -0.3717 24.1181
Si 4.8309 0.553 23.9589
Si 2.743 2.731 24.5382
Si 7.8898 2.8795 23.9707
Si 0.4721 5.0256 23.9739
Si 5.6408 5.1212 24.373
Si 2.7112 8.4547 24.0978
Si 8.3732 8.6382 23.8105
Si 1.2727 1.2659 25.5079
Si 6.7349 1.3193 25.264
Si 4.2379 3.9945 25.8251
Si 9.5564 4.0951 25.2
Si 1.5357 6.7564 25.2393
Si 6.8477 7.0385 25.1189
Si 4.0166 9.7863 25.4395
Si 9.7314 9.4404 25.4965
Si 2.6698 0.0346 26.889
Si 8.2051 -0.0418 26.7052
Si -0.08 2.765 26.7512
Si 5.6244 2.5656 26.9121
Si 2.758 5.4777 26.8334
Si 8.2133 5.5685 26.6054
Si 0.1521 8.0544 26.7706
Si 5.4557 8.2933 26.6754
Si 4.1018 1.3673 28.1374
Si 9.5708 1.3673 28.1374
Si 1.3673 4.1018 28.1374
Si 6.8362 4.1018 28.1374
Si 4.1018 6.8362 28.1374
Si 9.5708 6.8362 28.1374
Si 1.3673 9.5708 28.1374
Si 6.8362 9.5708 28.1374
Si 0 0 29.5047
Si 5.469 0 29.5047
Si 2.7345 2.7345 29.5047
Si 8.2035 2.7345 29.5047
Si 0 5.469 29.5047
Si 5.469 5.469 29.5047
Si 2.7345 8.2035 29.5047
Si 8.2035 8.2035 29.5047
Si 1.3673 1.3673 30.8719
Si 6.8362 1.3673 30.8719
Si 4.1018 4.1018 30.8719
Si 9.5708 4.1018 30.8719
Si 1.3673 6.8362 30.8719
Si 6.8362 6.8362 30.8719
Si 4.1018 9.5708 30.8719
Si 9.5708 9.5708 30.8719
Si 2.7345 0 0.6835
Si 8.2035 0 0.6835
Si 0 2.7345 0.6835
Si 5.469 2.7345 0.6835
Si 2.7345 5.469 0.6835
Si 8.2035 5.469 0.6835
Si 0 8.2035 0.6835
Si 5.469 8.2035 0.6835
Si 4.1018 1.3673 2.0507
Si 9.5708 1.3673 2.0507
Si 1.3673 4.1018 2.0507
Si 6.8362 4.1018 2.0507
Si 4.1018 6.8362 2.0507
Si 9.5708 6.8362 2.0507
Si 1.3673 9.5708 2.0507
Si 6.8362 9.5708 2.0507
Si 0 0 3.418
Si 5.469 0 3.418
Si 2.7345 2.7345 3.418
Si 8.2035 2.7345 3.418
Si 0 5.469 3.418
Si 5.469 5.469 3.418
Si 2.7345 8.2035 3.418
Si 8.2035 8.2035 3.418
Si 1.3888 1.3902 4.6371
Si 6.8281 1.4044 4.7685
Si 4.1153 4.079 4.7858
Si 9.6169 4.0831 4.792
Si 1.3013 6.8343 4.8717
Si 6.8148 6.9325 4.7825
Si 4.0885 9.5529 4.7787
Si 9.412 9.5755 4.898
Si 2.5899 -0.0322 5.986
Si 8.0505 0.1637 6.3308
Si 0.2281 2.7497 6.0913
Si 5.46 2.675 6.1816
Si 2.772 5.4446 6.1861
Si 8.1583 5.4587 6.055
Si -0.2449 8.0927 6.2976
Si 5.4827 8.334 6.2654
Si 3.978 1.2576 7.3552
Si 9.8787 1.3232 7.3439
Si 1.9223 3.6866 7.5771
Si 6.5812 4.3802 7.3588
Si 4.3625 6.6444 7.4432
Si 9.3609 6.5553 7.7703
Si 0.9335 9.8487 7.2719
Si 6.3207 10.0913 7.7485
N 8.2842 2.0025 22.4398
N 3.9823 8.0338 22.8237
N 3.619 1.7775 23.2998
O 5.2467 5.9155 21.0755
N -0.8899 5.3335 8.8854
O 7.1424 -1.3677 9.0896
N -0.0746 0.0839 8.1761
N 3.095 9.3912 10.5046
O 7.4387 4.1188 8.7499
O 8.2614 7.295 8.7812
O 3.8689 7.286 8.894
O 9.5038 2.5821 8.3491
O 2.9715 2.4465 7.9916
O 3.091 13.5101 13.1738
O 1.6065 4.3638 9.0548
O 6.7465 4.0749 23.6849
O 0.2954 5.2466 22.3105
O 1.6367 3.8623 24.0586
O 4.3333 5.4278 23.3937
O 7.8744 10.2402 23.4475
O 1.4328 9.4372 23.5876
N -2.5014 10.5083 20.8314
Si 12.4714 15.9739 21.2367
Si 2.5648 8.1053 9.4209
Si 17.1787 15.6581 17.9503
Si 10.4126 10.651 9.8179
Si 3.4182 2.5032 21.6952
Si 14.7643 16.276 16.3721
Si 1.7834 16.6638 18.2663
Si 11.2906 5.2064 12.9129
Si 8.2053 -2.3781 9.807
Si 1.9203 9.9484 11.663
Si 4.4893 9.3812 21.8812
Si 9.0112 8.8665 20.7696
Si 9.0075 3.9102 9.1586
Si -2.8739 7.1157 18.3886
Si 16.2124 -1.3819 19.0298
Si 3.2935 18.9273 17.2908
Si -2.8391 8.8777 12.8623
Si 0.3146 9.9715 19.1366
Si 16.632 4.3711 20.6843
Si 3.6176 12.1381 12.4991
Si 13.5145 3.6068 14.3229
Si -2.2078 0.2988 22.4011
Si 7.9685 4.2301 15.7978
Si 4.08 6.431 22.1382
Si 4.3034 10.6616 10.1192
Si 11.4958 12.8432 16.09
Si -2.9561 7.1717 15.4695
Si 1.0339 9.7504 16.2894
Si 0.1489 8.3261 13.5165
Si 0.65 5.499 9.7502
Si 6.3045 11.2476 12.1549
Si 13.9441 0.0005 20.0452
Si 9.4805 2.7814 13.9471
Si 10.117 5.9615 16.7935
Si 8.0419 13.6203 20.8371
Si 7.6851 0.2934 19.4178
Si -0.9302 1.6971 18.7861
Si 8.6456 12.8339 11.2591
O 9.4782 4.5073 16.3991
O -1.6798 0.751 10.2875
O 9.3659 1.7687 12.6995
O -1.2332 19.9861 13.0335
O 3.7215 1.1345 10.8307
O 5.3221 10.564 22.6558
O 5.3268 5.503 16.8977
O 2.541 9.2568 16.6385
O 17.6605 -0.7568 18.6404
O 4.7233 8.4792 17.9375
O 5.5943 10.2769 11.0509
O 7.1037 3.653 17.0612
O 7.395 5.6584 15.2373
O 12.0563 5.153 19.6467
O 13.3607 7.2294 18.4787
O 8.9182 8.1731 22.276
O -5.8265 0.8991 13.1128
O 11.6573 10.7234 10.8548
O 2.5446 21.8791 12.8118
O -3.8075 16.7765 18.7191
O -0.0516 0.572 19.5652
O 9.5753 17.4744 18.2176
O -3.9225 12.5926 20.0395
O 14.7495 4.3569 15.08
O 12.8849 19.9326 8.2273
O 3.1089 10.0951 21.4265
O 10.9389 6.7123 13.3899
O 9.4307 13.7085 19.9114
O 10.9349 2.3175 17.589
O 5.3215 8.8892 20.5497
O 1.3834 6.9853 9.7786
O 13.5503 6.2297 21.4808
O 9.6163 7.0108 15.633
O 1.7832 15.7222 13.5437
O 8.0164 3.1551 14.5835
O 11.3375 16.022 11.298
O 10.9524 9.5176 17.5778
O 12.2675 8.6656 12.4495
O 3.4271 17.8384 16.062
O -8.6967 3.6222 21.569
O -2.2165 11.7583 18.2427
O 8.943 3.4099 10.7167
O 7.5413 7.7747 16.9522
O 8.0745 8.0599 19.7019
O 4.8538 14.1655 21.4669
O 7.3033 4.1298 20.9606
O 4.3241 10.8716 19.0983
O 10.1745 4.1817 13.4997
O 7.3799 10.3382 12.9668
O 13.8247 1.5455 20.4806
O 5.4405 5.4649 7.8547
O 10.2581 1.9179 15.0605
O 0.5218 -1.9911 14.9768
N 4.8734 11.0373 8.4662
O 7.7883 8.2193 11.3711
O 7.5539 8.0211 14.1548
O -0.6031 0.1651 22.8168
O 12.1147 0.4114 16.069
O 1.9221 21.0087 19.2245
O 12.6359 13.8477 15.5097
O 11.696 5.814 16.9881
O 5.3785 4.0232 19.1182
O 9.7284 -1.7748 9.8512
O 7.0536 12.5185 11.4351
O 10.548 8.9083 20.1678
O 13.8737 15.6881 17.6326

Results
free energy: -133761.119 eV
free energy less fixed offsets of N -385.13, O -568.88, Si -635.61 eV per atom: 2.061 eV

Forces (eV/angstrom), in the order of the atoms: element, x, y, z
Si -0.0896 -0.3365 -0.3635
Si -0.2252 0.0052 -0.5544
Si 0.1411 -0.1388 0.0386
Si -0.1108 0.0025 -0.4271
Si 0.0414 -0.185 -0.3221
Si 0.0552 -0.0169 0.0448
Si 0.1421 0.2264 -0.5964
Si -0.5149 0.2942 -0.5953
Si 0.0679 0.2259 0.2307
Si 0.2201 -0.2733 0.2658
Si -0.0953 -0.0246 0.0083
Si 0.0827 0.0856 0.2355
Si -0.1508 -0.1087 0.3515
Si 0.1536 0.0065 0.1532
Si 0.0899 0.1128 0.4277
Si 0.1446 0.083 0.2693
Si 0.0284 -0.0333 -0.0897
Si -0.0047 0.0036 -0.0759
Si -0.0367 -0.1417 -0.1384
Si -0.0648 0.1154 0.0877
Si 0.0648 -0.0819 -0.0926
Si -0.1449 -0.0243 0.0383
Si -0.1334 -0.0203 0.0007
Si 0.0564 -0.1204 -0.0327
Si -0.0256 -0.3019 0.9081
Si -0.4692 0.0372 -0.2419
Si -0.3541 -0.0108 -0.0769
Si 0.7555 0.4123 -0.1613
Si 0.2688 0.6244 -0.1191
Si 0.2148 -0.3465 -0.3304
Si -0.0746 -0.598 0.5766
Si 0.0171 0.022 -0.2896
Si -0.0998 -0.1737 -0.0641
Si -0.213 -0.0403 0.1082
Si 0.1337 0.0183 -0.0351
Si 0.1232 0.1529 0.0516
Si -0.1598 -0.1239 0.0415
Si 0.0416 0.0367 -0.1066
Si 0.0453 0.1614 0.088
Si 0.0154 0.0568 -0.0995
Si 0.0124 0.0077 -0.028
Si -0.0218 0.071 -0.0576
Si -0.0841 0.0481 0.0119
Si 0.0821 -0.0927 0.0265
Si 0.0755 -0.0136 -0.0504
Si 0.0361 -0.0589 -0.0183
Si 0.0361 -0.1311 0.0189
Si -0.0215 0.0646 0.0119
Si 0.0454 0.0428 0.0083
Si -0.0552 0.0463 -0.0028
Si 0.0011 0.0299 0.0462
Si 0.0032 -0.1074 0.0093
Si -0.0431 0.0165 0.007
Si -0.0377 -0.0191 0.0047
Si 0.0258 -0.0274 -0.0033
Si -0.0606 0.0985 0.0309
Si -0.0061 0.1281 -0.0246
Si -0.0812 -0.1224 -0.0297
Si 0.1563 0.0113 -0.0096
Si 0.1224 0.1418 0.0319
Si -0.0884 -0.1647 0.0125
Si 0.0611 0.0345 0.0629
Si -0.0927 -0.0962 0.0615
Si 0.0431 -0.0634 -0.0214
Si -0.7168 -0.3783 0.1985
Si -0.0476 0.0126 0.0751
Si 0.5666 0.4419 -0.8211
Si 0.2813 0.0542 -0.0459
Si 0.0631 0.0749 0.0935
Si 0.0154 0.1803 0.2123
Si -0.2637 -0.3417 0.3002
Si -0.179 0.4005 -0.2395
Si -0.0049 -0.0574 0.1066
Si 0.0206 0.0499 0.0224
Si -0.0057 0.0733 0.0162
Si 0.0866 -0.0526 0.0708
Si 0.0102 0.0847 0.0396
Si 0.0033 -0.052 0.1167
Si -0.052 -0.0162 0.0343
Si 0.1028 0.0822 0.0827
Si 0.0875 0.0811 -0.1812
Si 0.0242 -0.1453 -0.2622
Si -0.1228 0.1002 -0.2316
Si -0.06 -0.0877 -0.2385
Si -0.043 -0.0702 -0.0674
Si 0.0699 0.1629 -0.2087
Si -0.0686 -0.109 -0.1658
Si 0.1137 0.0166 -0.144
Si 0.084 -0.1048 0.3096
Si 0.1212 -0.0428 0.2266
Si 0.1732 -0.0215 0.0273
Si -0.0066 0.1677 0.336
Si 0.0738 -0.0994 0.0992
Si -0.1136 -0.0953 0.1234
Si -0.0513 0.0242 0.1121
Si -0.209 0.0783 0.4054
N 0.0092 0.0712 0.0915
N 0.013 -0.0888 0.0381
N -0.0546 0.0987 -0.0142
O -0.0312 -0.0144 0.0235
N 0.0504 -0.0308 0.0272
O -0.0286 0.0347 -0.146
N 0.0414 -0.0482 -0.0095
N -0.0486 -0.0694 -0.04
O 0.0354 0.0079 -0.0611
O 0.0047 0.0101 -0.0283
O 0.019 -0.0395 -0.0162
O -0.0308 0.1108 0.0255
O -0.0574 0.0452 0.0211
O -0.0029 0.0067 0.0166
O -0.0135 -0.0142 -0.0001
O 0.0306 0.02 0.0048
O -0.0464 0.0525 0.0441
O -0.0497 0.0466 0.0407
O 0.0256 -0.044 0.0621
O 0.2535 0.0607 0.14
O -0.1211 0.1302 0.0966
N 0.0035 0.0127 -0.028
Si -0.0108 0.0293 -0.0115
Si 0.0022 0.0482 0.0326
Si 0.0164 0.0172 -0.0146
Si -0.0272 0.0058 0.0062
Si 0.0431 -0.082 0.043
Si -0.0011 0.0105 -0.006
Si 0.0074 0.0122 -0.0147
Si -0.0031 -0.0092 0.008
Si -0.0295 -0.0063 0.0091
Si 0.0082 0.0228 -0.0102
Si 0.0462 -0.0316 -0.0016
Si -0.0084 0.0069 0.0591
Si 0.0299 -0.0589 -0.0745
Si 0.0094 0.0082 0.0126
Si -0.0071 0.0178 0.0408
Si 0.0033 0.0114 -0.0005
Si 0.0075 0.0025 -0.0256
Si 0.005 -0.0214 0.0432
Si 0.0071 -0.0076 -0.0236
Si 0.0147 -0.0083 -0.0342
Si 0.0044 -0.0128 -0.0174
Si -0.1892 -0.1522 0.0652
Si 0.0031 -0.0107 -0.007
Si -0.0054 0.16 -0.0251
Si 0.0545 0.0726 -0.1171
Si -0.0271 -0.0008 -0.0139
Si -0.0005 0.0162 -0.001
Si -0.005 0.0065 0.0056
Si -0.0028 0.0222 0.0032
Si -0.0798 -0.0277 0.0226
Si 0.006 0.0118 -0.0206
Si 0.0196 -0.0169 0.0549
Si 0.0012 -0.0116 -0.0168
Si -0.0112 -0.0002 0.0074
Si -0.0061 -0.0555 -0.0093
Si 0.0217 -0.025 0.0471
Si -0.0276 -0.0249 0.0084
Si -0.0166 -0.0061 -0.0417
O -0.0028 0.003 0.0063
O 0.0042 -0.0117 -0.0017
O 0.005 0.0025 0.0038
O 0.0086 -0.0146 0.0218
O 0.0042 -0.0055 0.0141
O 0.0079 0.1002 0.1119
O -0.0029 -0.0153 0.0101
O 0.0026 -0.0109 -0.0014
O -0.0172 -0.0114 -0.0096
O -0.0126 -0.0164 -0.0023
O -0.0004 -0.0105 -0.001
O 0.0011 0.011 0.0049
O -0.0011 -0.0025 0.0029
O 0.0101 -0.02 0.0187
O -0.0015 -0.0118 0.0007
O 0.1031 -0.0685 0.0507
O 0.0002 0.0003 0.0179
O 0.0092 -0.0172 -0.0061
O -0.0187 -0.0168 0.0019
O -0.0137 -0.0073 -0.0005
O 0.0289 -0.0221 -0.0069
O -0.0123 -0.0077 -0.0094
O 0.0054 0.0252 0.0149
O -0.0037 -0.0011 0.0071
O -0.0325 0.0563 -0.0237
O 0.0092 0.047 -0.0383
O 0.0084 -0.016 0.0075
O -0.0039 0.0097 0.0133
O 0.0108 0.0079 0.0012
O -0.0285 0.0026 -0.0205
O 0.0222 0.0189 -0.0276
O -0.0153 -0.0272 0.0026
O -0.0095 -0.0013 -0.0033
O -0.0135 0.0096 -0.0005
O 0.0048 0.0081 0.0136
O 0.0191 0.0134 -0.0272
O 0.0111 0.0021 0.002
O -0.0017 0.007 0.004
O 0.0049 -0.0113 0.0002
O -0.0041 -0.0117 -0.0069
O 0.0108 0.0117 -0.0044
O -0.0041 0.0197 -0.0174
O 0.0145 -0.0118 -0.0091
O -0.0007 -0.0258 -0.0134
O -0.0116 0.0063 -0.0075
O 0.0037 -0.0139 0.0093
O -0.0138 -0.0083 0.0089
O 0.0102 0.0047 0.0081
O 0.001 0.0031 0.0112
O 0.0159 -0.0184 -0.0034
O -0.0445 0.0321 -0.0323
O 0.0028 0.0002 0.0052
O -0.003 -0.0141 -0.0129
N -0.1196 -0.1479 -0.052
O 0.0062 -0.0037 -0.0179
O -0.0021 -0.0091 0.0127
O 0.1412 0.0051 0.0874
O 0.0052 0.0039 0.0012
O -0.0386 0.0187 0.0046
O 0.0057 0 0.0033
O 0.0005 -0.0022 0.0045
O 0.0004 0.0132 0.0153
O 0.0354 0.0204 -0.0074
O 0.0193 0.0001 0.0142
O 0.0265 0.0192 -0.0287
O 0.0021 0.0012 0.0101

The program warned: the cutoff lies below the one the program advises for these potential files; the forces do not sum to zero within the program's tolerance; the exchange-correlation potential is rough where the density is thin.
